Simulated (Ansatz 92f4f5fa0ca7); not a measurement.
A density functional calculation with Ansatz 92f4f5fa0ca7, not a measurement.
Periodic cell of 360 atoms, Si240O120, from a study of silicon, its oxide and their interface. The atomic structure is a simulated model.
Doubt: the cutoff is far below the 930 eV that the study's wrapper takes by default for these files, so forces and energies are approximate.
This geometry differs little from another in the collection (a relaxation step or a small displacement).

Settings: functional PBE; potential files Ansatz PAW; basis plane waves; wave-function cutoff 580 eV; density cutoff ratio 5; exchange-correlation grid ratio 1; k mesh 1 x 1 x 1, Gamma-centred; self-consistency stop 5e-08 eV per atom in the density residual; occupations fixed; spin none; net charge 0.

Cell vectors (angstrom)
a	11.6015	0	0
b	0	13.3963	0
c	0	0	41.3123

Atoms and the computed forces on them: element, x, y, z (angstrom), force x, y, z (eV/angstrom)
Si	0	2.2327	1.1851	-0.0032	0.0086	0.0185
Si	3.8672	2.2327	1.1851	0.0025	0.0148	-0.0119
Si	7.7343	2.2327	1.1851	-0.0154	0.0018	0.0203
Si	1.9336	5.5818	1.1851	0.0163	-0.0048	-0.0034
Si	5.8008	5.5818	1.1851	-0.0069	-0.0349	0.0071
Si	9.6679	5.5818	1.1851	0.0011	-0.0034	-0.0055
Si	0	8.9308	1.1851	0.0027	0.0008	0.0001
Si	3.8672	8.9308	1.1851	-0.0016	-0.0044	0.0021
Si	7.7343	8.9308	1.1851	0.0001	0.0008	-0.0044
Si	1.9336	12.2799	1.1851	0.0206	-0.0021	0.0075
Si	5.8008	12.2799	1.1851	-0.0092	0.0105	-0.0026
Si	9.6679	12.2799	1.1851	-0.0124	0.0101	0.0289
Si	1.9336	1.1164	1.9745	0.0219	-0.0254	-0.0043
Si	5.8008	1.1164	1.9745	-0.0025	-0.0181	0.0074
Si	9.6679	1.1164	1.9745	0.0101	0.0114	-0.0099
Si	0	4.4654	1.9745	-0.0366	0.0274	0.001
Si	3.8672	4.4654	1.9745	-0.0128	-0.0076	0.0089
Si	7.7343	4.4654	1.9745	-0.0019	0.0386	-0.0022
Si	1.9336	7.8145	1.9745	-0.0098	0.0165	0.0077
Si	5.8008	7.8145	1.9745	0.024	0.0248	-0.0083
Si	9.6679	7.8145	1.9745	-0.0136	0.0102	0.0028
Si	0	11.1635	1.9745	0.0053	-0.0267	-0.0075
Si	3.8672	11.1635	1.9745	0.0136	-0.0121	0.0144
Si	7.7343	11.1635	1.9745	0.0091	-0.0271	0.0018
Si	1.9336	1.1164	4.3426	0.0538	-0.0234	-0.0252
Si	5.8008	1.1164	4.3426	-0.0032	-0.0323	-0.102
Si	9.6679	1.1164	4.3426	0.0122	0.0445	0.1187
Si	0	4.4654	4.3426	-0.0768	0.0938	-0.021
Si	3.8672	4.4654	4.3426	-0.0288	0.0198	-0.1994
Si	7.7343	4.4654	4.3426	-0.0233	0.1314	0.0786
Si	1.9336	7.8145	4.3426	-0.009	0.0473	-0.086
Si	5.8008	7.8145	4.3426	0.0587	0.0708	0.0067
Si	9.6679	7.8145	4.3426	-0.0541	0.0868	0.1176
Si	0	11.1635	4.3426	-0.0003	-0.0233	0.2097
Si	3.8672	11.1635	4.3426	0.0564	-0.0169	0.0887
Si	7.7343	11.1635	4.3426	0.0385	-0.0393	0.1433
Si	0	0	36.9718	0.3238	-0.1084	0.2717
Si	3.8672	0	36.9718	0.1156	0.0032	0.043
Si	7.7343	0	36.9718	-0.3379	-0.0612	0.0011
Si	1.9336	3.3491	36.9718	0.0605	0.0151	-0.0713
Si	5.8008	3.3491	36.9718	-0.1161	-0.2222	-0.485
Si	9.6679	3.3491	36.9718	-0.0687	0.1985	0.0439
Si	0	6.6981	36.9718	-0.0198	0.0764	0.2352
Si	3.8672	6.6981	36.9718	0.0036	-0.0668	-0.1252
Si	7.7343	6.6981	36.9718	-0.0396	0.0221	0.0296
Si	1.9336	10.0472	36.9718	-0.0197	-0.0672	0.0293
Si	5.8008	10.0472	36.9718	0.0336	0.0119	-0.0111
Si	9.6679	10.0472	36.9718	0.0163	-0.0459	0.0118
Si	0	0	39.3399	0.1183	-0.031	0.0046
Si	3.8672	0	39.3399	0.0484	0.007	0.0037
Si	7.7343	0	39.3399	-0.129	-0.0091	0.0179
Si	1.9336	3.3491	39.3399	0.0128	0.0114	0.0057
Si	5.8008	3.3491	39.3399	-0.0462	-0.0979	0.0231
Si	9.6679	3.3491	39.3399	-0.0209	0.0729	0.0184
Si	0	6.6981	39.3399	0.0009	0.029	-0.0136
Si	3.8672	6.6981	39.3399	0.0047	-0.0265	-0.0003
Si	7.7343	6.6981	39.3399	-0.011	0.0101	-0.0067
Si	1.9336	10.0472	39.3399	-0.0091	-0.021	0.0027
Si	5.8008	10.0472	39.3399	0.0114	0.0146	0.0002
Si	9.6679	10.0472	39.3399	0.0059	-0.0156	-0.0038
Si	0	2.2327	40.1293	0.0053	-0.016	-0.0201
Si	3.8672	2.2327	40.1293	-0.0049	-0.0167	0.0071
Si	7.7343	2.2327	40.1293	0.0184	-0.0084	-0.0224
Si	1.9336	5.5818	40.1293	-0.0199	0.0078	-0.0006
Si	5.8008	5.5818	40.1293	0.0094	0.0486	-0.0412
Si	9.6679	5.5818	40.1293	0.0039	0.0037	0.0131
Si	0	8.9308	40.1293	-0.0026	-0.0094	0.0247
Si	3.8672	8.9308	40.1293	0.0034	0.0129	-0.0147
Si	7.7343	8.9308	40.1293	-0.0043	0.0001	0.0042
Si	1.9336	12.2799	40.1293	-0.0142	0.0109	0.02
Si	5.8008	12.2799	40.1293	0.0034	0.0031	0.0304
Si	9.6679	12.2799	40.1293	0.0091	-0.0052	-0.0501
Si	1.9489	-1.1276	30.6134	0.1049	-0.0884	0.0576
Si	3.9848	0.6075	29.1678	-0.0373	-0.0423	-0.1795
Si	8.6001	-0.0359	29.1965	0.0115	0.0459	-0.0909
Si	1.8861	3.6859	29.4809	0.0427	-0.0147	-0.2024
Si	5.5861	3.8215	29.7808	-0.0245	-0.0083	-0.0624
Si	9.5444	3.5002	29.659	-0.1086	-0.0272	-0.1253
Si	-0.2501	6.8239	29.833	-0.0248	-0.0114	-0.1791
Si	3.6889	7.0753	29.7119	-0.002	0.0057	-0.1762
Si	7.5626	6.9007	29.8643	0.0108	-0.041	-0.3148
Si	1.7963	10.0684	29.8214	0.0131	-0.0188	-0.253
Si	5.7638	10.6718	30.723	0.0649	-0.0165	-0.0192
Si	9.7253	10.2014	29.8984	-0.0021	-0.0213	-0.2174
Si	0.0028	2.3853	29.9718	0.0397	-0.0042	-0.1655
Si	3.7449	2.5466	30.4288	-0.0128	-0.0115	0.0192
Si	8.021	2.308	30.939	-0.0503	-0.0191	-0.0366
Si	1.7986	5.8163	30.5044	0.0162	0.0328	0.0354
Si	5.5596	5.9785	30.6052	-0.0301	-0.0185	0.0015
Si	9.4929	5.6808	30.64	-0.0614	0.0143	0.1
Si	-0.0682	8.9671	30.7026	-0.0235	0.0005	0.0641
Si	3.8208	9.2309	30.679	0.0437	0.0573	0.0688
Si	7.6921	9.1851	30.6607	-0.0599	0.0712	0.047
Si	0.2415	13.4388	29.6301	-0.0961	0.11	-0.3457
Si	6.0864	11.9195	28.7886	-0.0389	-0.164	-0.0663
Si	10.0119	12.3725	30.7205	0.083	-0.0298	0.0848
Si	0.0315	2.2532	33.256	-0.0184	-0.0336	-0.0889
Si	3.8719	2.2474	32.842	0.049	0.0417	-0.0392
Si	7.8182	2.1192	33.2257	-0.0163	0.0059	-0.0131
Si	1.877	5.5909	32.9243	-0.0023	-0.0036	-0.036
Si	5.7292	5.6279	32.9713	0.0129	-0.0236	-0.0054
Si	9.6068	5.5415	33.0139	0.002	-0.0285	-0.0186
Si	-0.0147	8.9192	33.059	-0.0042	-0.0161	-0.0085
Si	3.8034	8.9066	33.0322	-0.004	0.007	-0.0159
Si	7.78	8.9054	33.022	0.0117	0.0022	-0.0227
Si	1.9269	12.2637	33.0032	0.0027	0.026	0.0189
Si	5.7961	12.0062	32.8525	-0.0332	0.0195	-0.0444
Si	9.6891	12.3036	33.0653	0.0149	-0.0195	-0.0131
Si	2.0017	1.105	33.8108	0.0154	0.0128	-0.0249
Si	5.7805	0.974	33.6107	0.0124	-0.0389	-0.0067
Si	9.7349	1.0682	33.991	0.0232	0.0142	0.0202
Si	-0.0259	4.5116	33.8471	0.0075	0.0105	0.0232
Si	3.8239	4.4611	33.7439	-0.0105	0.0179	-0.014
Si	7.6646	4.4371	33.8027	-0.0191	0.0178	-0.0345
Si	1.9059	7.7787	33.818	-0.0043	-0.0228	-0.0014
Si	5.7911	7.8434	33.8027	0.0122	-0.0391	-0.0297
Si	9.6677	7.7682	33.8284	-0.0045	-0.0112	-0.0051
Si	0.0033	11.1552	33.8348	-0.0244	-0.012	-0.0243
Si	3.8422	11.1211	33.8368	-0.02	-0.017	-0.0554
Si	7.7575	11.1279	33.8174	0.0293	-0.0165	0.0045
Si	1.9495	1.1143	36.1825	0.0015	0.0005	0.0126
Si	5.7864	1.0866	36.0764	-0.0005	-0.0053	-0.0129
Si	9.6761	1.1047	36.2923	-0.0053	-0.0089	0.0035
Si	0.0008	4.4788	36.2025	-0.0019	0.0141	0.0086
Si	3.8588	4.4631	36.1444	0.006	0.0033	0.0048
Si	7.7225	4.4729	36.1739	-0.0147	-0.0026	-0.0158
Si	1.9302	7.807	36.1852	-0.0045	0.0044	-0.0055
Si	5.8004	7.8187	36.1755	-0.0035	0.0116	-0.0098
Si	9.6684	7.8089	36.1903	0.0068	-0.0068	-0.0001
Si	0.0011	11.1629	36.1942	0.0001	0.0059	0.0078
Si	3.8638	11.1639	36.195	-0.0189	0.0076	0.0024
Si	7.7403	11.1646	36.1833	0.0137	0.0073	0.0087
Si	0.0072	0.0043	5.1371	-0.0029	0.0016	-0.0102
Si	3.8732	0.002	5.1338	0.0027	-0.0012	-0.0089
Si	7.7313	0.0009	5.1328	-0.005	0.0071	0.0153
Si	1.9296	3.3529	5.1031	-0.0046	0.0119	-0.0114
Si	5.7931	3.348	5.1069	0.0071	-0.0066	-0.0065
Si	9.6631	3.358	5.1394	-0.0085	-0.003	0.0085
Si	0.0022	6.7079	5.1322	0.0132	0.0056	0.0143
Si	3.8678	6.6995	5.103	0.0004	-0.0098	-0.0127
Si	7.7306	6.7094	5.1569	0.0066	-0.0161	-0.006
Si	1.9406	10.043	5.1429	0.0014	0.0104	0.0012
Si	5.8036	10.0481	5.1524	-0.008	0.0023	0.0014
Si	9.6686	10.0472	5.1708	0.009	0.0028	0.0121
Si	0.0259	0.0325	7.5063	0.0008	-0.0122	0.0102
Si	3.8956	0.0086	7.5039	0.0146	0.0161	-0.0061
Si	7.7365	0.0321	7.503	-0.0127	-0.0082	-0.0079
Si	1.8954	3.3837	7.4482	-0.0126	-0.0079	0.0018
Si	5.7473	3.3464	7.4583	-0.0128	-0.0121	0.0196
Si	9.6398	3.4064	7.5138	-0.0109	0.0244	0.0154
Si	0.0157	6.7604	7.5023	0.0048	0.0197	-0.004
Si	3.8833	6.6964	7.4501	-0.0091	0.0093	0.0044
Si	7.727	6.7484	7.5432	-0.003	0.0336	0.041
Si	1.9811	10.0452	7.5242	0.0002	-0.0222	0.0219
Si	5.8249	10.0674	7.5383	0.0303	0.0145	0.0134
Si	9.6814	10.0693	7.5737	-0.0043	0.0031	0.0132
Si	-0.0209	2.2838	8.2696	-0.0103	0.0224	0.0404
Si	3.7905	2.2526	8.2466	-0.0054	0.0023	-0.0039
Si	7.6833	2.2789	8.2571	0.0178	0.0218	0.0067
Si	1.9449	5.6093	8.2385	0.0088	0.0175	-0.0361
Si	5.7884	5.5631	8.2465	-0.0081	-0.0034	-0.0205
Si	9.6846	5.6645	8.298	0.015	-0.0149	0.0197
Si	0.0462	8.9774	8.3631	-0.006	0.0161	0.0012
Si	3.922	8.8858	8.3079	-0.01	0.0097	-0.0205
Si	7.7337	8.9758	8.4294	0.017	-0.0294	0.0592
Si	1.9731	12.2913	8.2749	-0.0255	-0.0014	-0.0086
Si	5.825	12.2981	8.351	-0.0093	-0.0041	0.0227
Si	9.6879	12.3419	8.2851	-0.0329	0.0049	0.0037
Si	-0.258	2.5584	10.6034	0.0053	-0.0464	0.0454
Si	3.8175	4.5063	11.4781	-0.0786	0.0276	0.2483
Si	7.4857	2.1295	10.5907	0.0059	-0.0606	-0.0204
Si	1.9932	5.5903	10.589	-0.0109	0.0388	-0.0684
Si	5.7439	5.3908	10.5965	0.0737	-0.0914	0.0473
Si	11.6558	4.7111	11.4069	0.1145	-0.0803	0.2631
Si	0.1308	8.9194	10.7528	0.0292	-0.0033	-0.1349
Si	1.9677	7.7128	11.4967	-0.0016	-0.0301	0.2316
Si	7.8939	11.5055	11.5251	-0.0191	-0.0096	0.2604
Si	2.2422	11.9666	10.5893	0.0015	-0.1316	0.0268
Si	5.8049	12.234	10.748	-0.0235	-0.0298	-0.0689
Si	7.9587	9.3032	10.8263	-0.0252	0.0685	0.0386
Si	2.2571	1.3402	12.0122	-0.0715	-0.0096	0.2336
Si	5.5785	1.0946	11.3411	0.0096	0.0277	0.1623
Si	9.4945	1.4187	11.3633	0.0382	0.0495	0.1024
Si	-1.7825	5.8674	10.6598	-0.1676	-0.0097	0.0982
Si	3.7972	2.369	10.599	0.1061	-0.0004	-0.1565
Si	7.3102	4.1534	11.6826	-0.076	-0.0895	0.192
Si	3.9078	8.6779	10.682	-0.0448	0.0135	-0.0698
Si	5.6148	7.9409	12.0735	0.4079	-0.0478	0.1301
Si	9.7712	8.0248	11.5695	-0.0357	-0.0315	0.1432
Si	0.5225	10.9908	11.7534	0.0368	0.0097	0.0993
Si	4.0526	10.8395	11.4009	0.1019	-0.0551	0.2003
Si	9.6421	12.6501	10.6211	0.0902	0.0019	0.1025
O	3.7228	4.3403	13.1273	0.0224	0.0175	-0.2402
O	5.2407	7.6133	13.6416	0.0326	-0.0243	-0.18
O	9.4692	1.5004	13.0332	-0.0435	0.0227	-0.166
O	9.9418	8.0644	13.2386	0.0086	-0.0111	-0.2135
O	2.4078	1.3805	13.6273	-0.0359	-0.0028	-0.1516
O	5.4944	1.4625	12.9679	-0.0069	-0.0583	-0.1182
O	2.0316	7.6256	13.1513	-0.0307	0.0231	-0.1063
O	0.8608	11.0634	13.3861	-0.0159	-0.0501	-0.1498
O	3.8187	10.7845	13.0704	0.0298	0.0015	-0.1326
O	0.1865	4.6847	13.0835	-0.0001	-0.0197	-0.1794
O	7.0061	4.3649	13.3104	0.0321	-0.0195	-0.1145
O	8.0544	11.4269	13.1896	-0.0771	0.0255	-0.1511
O	6.091	3.5465	28.2348	-0.04	0.0174	0.0999
O	1.8267	9.9223	28.1502	0.0181	0.032	0.1874
O	9.4214	0.6911	27.9535	0.0224	-0.0323	0.0683
O	10.9541	6.9649	28.203	0.0314	-0.0432	0.1367
O	7.5253	6.6508	28.2119	0.0309	0.028	0.1876
O	0.1834	12.9907	28.0013	0.0916	0.0334	0.2044
O	9.8855	10.2695	28.238	-0.0143	-0.0079	0.1177
O	3.5567	7.0755	28.0348	0.0061	-0.0117	0.1907
O	5.6072	10.9765	27.5317	0.0069	0.042	0.1472
O	8.8008	3.3933	28.1739	0.1219	0.0159	0.1162
O	1.973	3.8739	27.8262	0.0162	-0.0263	0.1804
O	3.1455	0.941	27.7812	0.0819	-0.0251	0.1927
Si	7.7002	11.6003	21.1047	-0.0445	0.0251	0.0079
Si	4.6091	11.1937	14.4319	-0.0375	-0.0481	0.1082
Si	10.0749	10.5878	26.6506	-0.036	-0.1006	-0.0527
Si	5.026	8.4011	15.073	-0.007	0.0309	0.1717
Si	2.7771	1.6742	15.177	-0.0258	-0.0024	0.187
Si	7.4293	3.356	27.2923	-0.0396	0.0112	-0.0805
Si	8.8858	8.1698	25.2086	-0.0163	0.0147	-0.0062
Si	1.2677	13.0117	17.0878	0.0378	-0.0132	0.0044
Si	8.4657	7.6404	19.5503	-0.0271	0.0201	-0.0712
Si	8.9026	2.217	20.4723	-0.0604	-0.0248	-0.1084
Si	5.5505	0.7024	14.3986	0.0185	0.0434	0.0992
Si	1.3787	9.5138	26.6356	0.0147	0.0051	-0.1619
Si	11.0014	4.2485	14.4497	-0.115	0.0432	0.1892
Si	7.0504	6.1732	26.7198	-0.0327	0.0753	-0.0803
Si	3.8277	9.1244	19.1149	0.0363	0.0327	-0.0906
Si	6.3608	1.0015	25.4775	-0.1475	-0.0568	-0.0759
Si	10.435	1.2761	14.3247	0.0621	-0.0882	0.2087
Si	11.2378	6.4832	19.412	-0.0386	0.0524	-0.1793
Si	7.9306	5.1087	14.4487	0.062	-0.0624	0.1029
Si	-0.0554	3.5413	20.4197	0.0142	-0.0458	-0.0722
Si	3.8538	11.6317	17.3195	-0.0239	0.0039	0.0988
Si	7.0257	1.9223	18.3044	-0.0196	0.0167	-0.1003
Si	8.6098	10.9583	14.6508	0.0955	0.0332	0.1609
Si	6.0298	4.378	16.6658	0.0247	-0.0332	0.0754
Si	8.0773	0.2324	15.9858	-0.0078	-0.0228	0.0683
Si	10.5916	13.4724	26.9716	0.0105	0.0614	-0.0851
Si	11.3905	6.7077	16.2489	0.0089	0.0147	-0.0421
Si	3.8301	9.3263	24.8238	0.0745	0.0708	0.0177
Si	5.811	7.1011	17.8553	0.0052	-0.0851	0.0188
Si	-0.2699	0.941	19.4861	0.0395	-0.0513	-0.1139
Si	3.9221	13.231	21.7366	0.0072	-0.0319	-0.053
Si	1.0393	9.137	20.1495	0.0308	0.0282	-0.0627
Si	3.9456	6.6025	26.5034	0.0542	0.0146	-0.0888
Si	3.495	13.9562	26.2213	0.0647	-0.0714	-0.1484
Si	0.8674	1.6965	25.0306	0.0671	-0.0356	-0.0222
Si	3.2806	10.1442	21.9046	0.0607	-0.0123	0.047
Si	1.2616	1.4814	21.9934	-0.0286	-0.0626	0.0433
Si	6.9663	14.1429	22.4977	-0.0296	-0.0221	0.0151
Si	8.4499	8.8985	22.1254	-0.0155	-0.0388	0.0754
Si	11.62	11.8978	14.5236	-0.0749	0.0393	0.1268
Si	5.2871	11.6062	26.0569	-0.0468	0.0038	-0.1433
Si	9.9589	10.094	20.1324	-0.0306	-0.0636	-0.0563
Si	5.4691	13.0054	19.312	0.0152	0.0113	-0.0872
Si	2.2888	7.3938	14.7392	-0.0616	0.0244	0.0628
Si	1.6582	4.4849	26.3457	-0.0252	-0.0079	-0.0972
Si	3.5172	4.4822	14.7332	-0.0079	0.037	0.2038
Si	-0.1629	6.9161	26.6438	0.0149	0.0187	-0.1352
Si	9.0482	7.9206	14.6066	-0.0672	-0.0376	0.1947
O	7.7715	1.8593	21.6013	0.0351	0.0156	0.0311
O	9.5483	0.8031	15.6061	0.0525	0.048	-0.0962
O	0.2023	5.0756	19.9979	0.0181	-0.0077	0.0573
O	2.46	12.248	17.9002	0.0143	-0.0124	-0.0262
O	5.5955	5.4835	17.7872	-0.0031	0.0521	0.0034
O	0.3114	5.4033	26.2966	-0.0393	-0.0005	0.0899
O	9.6055	6.4723	19.4953	0.0066	-0.0194	0.0442
O	4.0507	13.0386	20.1215	-0.0242	0.0148	0.0285
O	2.6127	3.2837	15.379	0.016	0.0342	-0.105
O	0.0872	2.516	19.1329	-0.0019	0.0502	0.0551
O	7.7911	0.7109	17.5094	-0.0138	0.0185	0.005
O	5.78	7.6974	16.3287	-0.0152	0.0218	-0.1188
O	2.1623	0.777	25.351	-0.0235	-0.0087	0.0445
O	2.9457	5.4219	25.938	0.0185	-0.0032	0.0662
O	4.2081	10.1699	17.9323	-0.0209	-0.0094	0.0192
O	4.3387	1.2007	15.3732	0.0406	-0.0071	-0.0802
O	3.6515	9.2402	23.2102	-0.02	0.0054	-0.0563
O	3.851	12.3757	26.0944	-0.0235	0.0603	0.079
O	-0.09	5.1699	15.6951	-0.0155	-0.0843	-0.0974
O	4.2011	9.7044	20.6088	0.0003	0.0061	0.0316
O	8.9857	9.6796	25.8353	0.0234	0.0719	0.0604
O	6.1555	2.9201	17.3681	-0.0134	0.0009	0.0016
O	5.4477	6.0158	26.5876	0.0047	0.0028	0.0828
O	7.9364	6.7471	14.3132	-0.0198	0.0238	-0.09
O	7.4533	4.744	15.9644	0.0118	0.0251	-0.0881
O	9.7412	0.9021	19.9139	0.006	-0.0139	0.0321
O	9.1092	11.4832	20.254	0.0391	0.0246	-0.0086
O	7.597	7.3228	25.7148	-0.0309	-0.04	0.0647
O	11.2224	2.6518	14.7323	0.0112	-0.0137	-0.1274
O	6.0285	1.1362	19.3249	-0.0149	-0.027	0.0397
O	4.6482	7.7538	18.7958	-0.0345	0.0203	0.0398
O	8.624	8.3164	23.6146	-0.0169	0.0248	-0.0379
O	11.643	6.6757	17.8473	0.0053	-0.0177	0.0828
O	0.9208	7.6543	15.5638	0.0638	0.0152	-0.0727
O	8.3467	9.3619	14.9722	-0.008	-0.0121	-0.1234
O	9.9371	9.4012	21.6313	0.0177	0.0268	0.0013
O	-0.0106	10.219	26.194	0.005	0.0227	0.0767
O	5.3693	0.4268	22.2382	-0.0067	0.0098	0.0167
O	2.8008	0.9477	22.1503	-0.0097	0.0237	-0.0081
O	-0.0903	10.2394	19.6615	0.0041	-0.0087	0.0174
O	2.5116	9.952	25.5557	-0.0718	-0.0105	0.0916
O	6.9883	1.0132	15.0634	-0.0528	0.0157	-0.0715
O	5.1266	10.3183	25.0704	0.0052	-0.0014	0.0183
O	8.0008	11.995	15.7901	0.0041	-0.0754	-0.0978
O	0.1294	0.0371	18.1918	-0.0322	0.0158	0.0523
O	7.5883	4.6726	26.3234	0.0289	-0.0029	0.0661
O	9.9584	7.4015	15.8668	-0.0429	0.0267	-0.0652
O	2.2128	8.9035	19.0401	-0.0419	-0.002	0.0292
O	10.221	11.1129	14.6942	-0.0615	-0.0117	-0.0889
O	11.4697	13.4502	14.027	0.0031	0.0505	-0.0819
O	4.9506	4.3828	15.468	-0.019	0.0012	-0.0977
O	1.1347	7.8982	26.4855	0.0381	-0.009	0.082
O	0.3009	7.6816	20.3103	0.0085	-0.0088	0.0787
O	10.0079	3.3137	21.0084	-0.0038	0.03	0.05
O	9.928	12.1677	26.2384	0.0031	0.0557	0.0535
O	7.4404	10.1887	21.9189	-0.0058	-0.0065	-0.012
O	2.8008	5.8885	15.0695	0.0188	-0.0588	-0.0945
O	1.0933	3.0473	21.496	-0.0042	0.0483	-0.0054
O	10.2447	7.3452	25.6122	0.0795	-0.0421	0.1006
O	7.7818	12.748	22.259	0.0053	0.0045	-0.0037
O	0.5603	0.5219	20.8533	-0.0035	0.0044	0.0368
O	5.499	12.5004	14.104	0.0129	-0.0305	-0.0843
O	6.5102	11.9652	20.0376	0.0222	-0.042	0.0105
O	7.2732	7.3614	18.5032	0.0034	0.0096	0.0095
O	7.0206	14.6949	24.0231	0.0088	0.0119	-0.0187
O	5.1238	12.5686	17.7714	-0.0165	-0.0207	0.0277
O	8.0807	2.8112	19.1777	0.0413	-0.0005	0.0733
O	0.5203	1.4392	23.4584	0.007	-0.0019	-0.0588
O	3.6574	11.569	15.7025	0.0078	-0.006	-0.0931
O	4.7698	1.4225	25.63	0.021	-0.018	0.067
O	7.9194	7.728	21.0997	0.0005	0.0003	0.0269
O	4.0338	7.8361	25.4395	-0.0326	-0.0652	0.063
O	9.1529	9.0754	19.1229	0.0218	0.0288	0.002
O	3.5207	11.7306	22.3048	-0.0169	0.0097	-0.01
O	0.687	11.9378	16.008	-0.015	-0.0248	-0.0602
O	3.4094	8.4259	15.3268	0.0122	0.0186	-0.0823
O	7.2375	1.9527	26.4799	0.0648	0.0045	0.1111
O	9.4181	4.5071	14.2715	0.0493	0.0215	-0.1088
O	-0.4261	1.1954	25.9261	-0.054	-0.0375	0.1042
O	1.308	3.2489	25.3286	0.0175	0.029	0.052
O	5.5458	9.941	14.9128	0.0113	0.039	-0.0743
O	6.4222	12.7486	25.6822	0.0497	0.046	0.0478
O	1.8463	0.9278	16.2875	0.0256	0.0148	-0.08
O	1.7299	9.757	21.5046	-0.0483	-0.0045	-0.0057
O	-11.6409	-24.4777	31.6162	-0.0455	0.0222	0.1093
O	10.8276	25.3478	11.5326	-0.0485	0.0183	-0.0973
O	19.2859	-14.6159	28.5375	0.0663	0.071	0.0908
O	-8.1417	26.1009	30.0376	-0.1418	0.0827	0.0544
O	23.9218	28.4815	11.6356	0.0158	-0.0036	-0.1623
O	6.4249	-6.6815	11.3583	-0.2349	0.3586	-0.0302
O	18.3654	9.1072	12.0161	-0.1297	-0.1919	-0.1604
O	-3.9807	14.4308	29.9482	0.0236	0.0059	0.1176
O	8.7246	18.3182	11.4458	0.1648	0.0783	-0.2068
O	5.4369	0.0385	28.6442	-0.1091	0.0185	0.101
O	-16.4994	16.6802	30.849	0.0483	0.0182	0.0831
O	14.1678	-13.5937	11.6425	0.0011	0.0941	-0.0487

Results
free energy: -220810.487 eV
free energy less fixed offsets of O -568.88, Si -635.61 eV per atom: 1.513 eV

The program warned: the cutoff lies below the one the program advises for these potential files; the forces do not sum to zero within the program's tolerance; the exchange-correlation potential is rough where the density is thin.
